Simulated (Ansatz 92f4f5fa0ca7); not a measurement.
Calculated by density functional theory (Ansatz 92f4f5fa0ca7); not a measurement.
Periodic cell of 220 atoms, Si132O88, from a study of silicon, its oxide and their interface. The atomic structure is a simulated model.
Doubt: the cutoff is far below the 930 eV that the study's wrapper takes by default for these files, so forces and energies are approximate.
This geometry differs little from another in the collection (a relaxation step or a small displacement).

Settings: functional PBE; potential files Ansatz PAW; basis plane waves; wave-function cutoff 580 eV; density cutoff ratio 5; exchange-correlation grid ratio 1; k mesh 1 x 1 x 1, Gamma-centred; self-consistency stop 5e-08 eV per atom in the density residual; occupations fixed; spin none; net charge 0.

Cell vectors (angstrom)
a, 10.938, 0, 0
b, 0, 10.938, 0
c, 0, 0, 32.1168

Atoms and the computed forces on them: element, x, y, z (angstrom), force x, y, z (eV/angstrom)
Si, 0.2108, -0.1586, 24.4592, 0.014, -0.0077, 0.0243
Si, 5.6075, -0.3281, 24.7212, -0.0034, -0.0052, -0.0058
Si, 2.5369, 3.0258, 24.4349, -0.0026, 0.002, -0.005
Si, 8.0981, 2.9508, 25.0196, 0.0096, -0.005, -0.0343
Si, 0.0611, 5.1052, 24.6376, -0.0009, -0.0034, -0.0081
Si, 5.8429, 5.1221, 24.5992, 0, -0.0011, -0.0201
Si, 2.4709, 8.4925, 24.5677, -0.0012, 0.0052, 0.0003
Si, 8.0069, 8.5744, 24.7421, 0.0027, 0.0057, -0.0022
Si, 1.4142, 1.396, 25.8074, -0.0009, -0.0049, 0.0003
Si, 6.7598, 1.3183, 26.0002, 0.0039, -0.0018, 0.0039
Si, 4.0847, 4.1457, 25.8696, -0.0056, 0.0054, 0.0011
Si, 9.6277, 4.1189, 26.2715, 0.0065, 0.0009, 0.0058
Si, 1.2838, 6.8321, 25.8, -0.0012, 0.0054, 0.0044
Si, 6.8675, 6.8413, 25.9031, -0.0026, 0.0013, 0.0051
Si, 4.0449, 9.495, 26.044, -0.0027, 0.0064, 0.0046
Si, 9.5989, 9.7149, 25.9865, 0.0007, 0.0009, 0.0004
Si, 2.7261, 0.0386, 27.3097, -0.0022, -0.0028, -0.0092
Si, 8.1916, 0.0463, 27.3709, 0.003, 0.001, -0.0041
Si, 0.0791, 2.645, 27.3744, 0, 0.0001, -0.0042
Si, 5.4056, 2.7474, 27.3126, -0.003, -0.0072, -0.0001
Si, 2.7097, 5.5238, 27.2575, 0.0007, -0.0033, 0.0014
Si, 8.1873, 5.5438, 27.3973, 0.0065, 0.0009, -0.0066
Si, -0.0213, 8.2046, 27.2845, 0.0035, 0.0026, -0.0066
Si, 5.4697, 8.1442, 27.3371, 0.0008, -0.0002, -0.002
Si, 4.1018, 1.3673, 28.6986, -0.2096, 0.1165, 0.0931
Si, 9.5708, 1.3673, 28.6986, 0.1274, -0.0189, 0.459
Si, 1.3673, 4.1018, 28.6986, 0.3971, 0.0303, -0.1822
Si, 6.8362, 4.1018, 28.6986, -0.2448, 0.0228, -0.1308
Si, 4.1018, 6.8362, 28.6986, -0.1734, -0.2357, 0.0436
Si, 9.5708, 6.8362, 28.6986, 0.1021, 0.5534, 0.357
Si, 1.3673, 9.5708, 28.6986, -0.0705, 0.034, -0.3588
Si, 6.8362, 9.5708, 28.6986, 0.0167, -0.2109, -0.0722
Si, 0, 0, 30.0658, -0.1409, -0.11, 0.0336
Si, 5.469, 0, 30.0658, -0.0182, -0.0047, -0.0591
Si, 2.7345, 2.7345, 30.0658, 0.1197, 0.0875, 0.0314
Si, 8.2035, 2.7345, 30.0658, 0.1048, 0.0498, -0.0339
Si, 0, 5.469, 30.0658, -0.0288, 0.004, -0.0655
Si, 5.469, 5.469, 30.0658, -0.1021, -0.1328, 0.0236
Si, 2.7345, 8.2035, 30.0658, 0.0338, 0.0406, -0.0528
Si, 8.2035, 8.2035, 30.0658, 0.1177, 0.0476, 0.052
Si, 1.3673, 1.3673, 31.4331, -0.0103, 0.0443, -0.0475
Si, 6.8362, 1.3673, 31.4331, -0.0029, -0.0471, -0.0289
Si, 4.1018, 4.1018, 31.4331, -0.0111, -0.0468, 0.017
Si, 9.5708, 4.1018, 31.4331, -0.0411, 0.0324, -0.0059
Si, 1.3673, 6.8362, 31.4331, 0.0274, -0.007, -0.0298
Si, 6.8362, 6.8362, 31.4331, 0.0077, 0.0332, -0.038
Si, 4.1018, 9.5708, 31.4331, -0.0045, -0.0019, -0.0086
Si, 9.5708, 9.5708, 31.4331, -0.0344, 0.0174, 0.0219
Si, 2.7345, 0, 0.6835, -0.0171, 0.0008, 0.0193
Si, 8.2035, 0, 0.6835, 0.024, 0.0429, 0.0044
Si, 0, 2.7345, 0.6835, -0.0222, -0.0421, 0.037
Si, 5.469, 2.7345, 0.6835, 0.0376, 0.0179, 0.0133
Si, 2.7345, 5.469, 0.6835, -0.0032, 0.0052, -0.0092
Si, 8.2035, 5.469, 0.6835, 0.0211, -0.0446, 0.0282
Si, 0, 8.2035, 0.6835, -0.0293, -0.0125, 0.0079
Si, 5.469, 8.2035, 0.6835, 0.0152, -0.0086, 0.038
Si, 4.1018, 1.3673, 2.0507, -0.0047, 0.0184, 0.0614
Si, 9.5708, 1.3673, 2.0507, -0.0827, -0.0709, -0.0228
Si, 1.3673, 4.1018, 2.0507, 0.1247, 0.0739, -0.0125
Si, 6.8362, 4.1018, 2.0507, -0.0576, -0.0552, 0.0234
Si, 4.1018, 6.8362, 2.0507, -0.127, -0.0928, 0.0005
Si, 9.5708, 6.8362, 2.0507, -0.0002, 0.0544, 0.0291
Si, 1.3673, 9.5708, 2.0507, -0.0174, 0, 0.0331
Si, 6.8362, 9.5708, 2.0507, 0.014, 0.0068, -0.0299
Si, 0, 0, 3.418, -0.25, 0.0124, -0.2386
Si, 5.469, 0, 3.418, 0.2557, -0.0226, 0.1113
Si, 2.7345, 2.7345, 3.418, 0.114, 0.494, 0.0719
Si, 8.2035, 2.7345, 3.418, 0.027, -0.059, 0.1407
Si, 0, 5.469, 3.418, 0.1885, -0.0524, 0.3098
Si, 5.469, 5.469, 3.418, -0.2231, -0.4596, -0.0959
Si, 2.7345, 8.2035, 3.418, -0.0978, -0.256, -0.2203
Si, 8.2035, 8.2035, 3.418, 0.0666, 0.149, -0.2335
Si, 1.301, 1.4342, 4.7216, 0.0014, 0.0035, -0.0028
Si, 6.8616, 1.3411, 4.8234, -0.0002, -0.0013, 0.0004
Si, 4.1446, 4.0684, 4.8757, 0.0008, 0.0101, -0.0092
Si, 9.5739, 4.0921, 4.7993, -0.0002, 0.0023, 0
Si, 1.3852, 6.85, 4.8314, 0.0043, -0.0075, 0.0036
Si, 6.8559, 6.7918, 4.7166, 0.0048, 0.0068, -0.0002
Si, 4.1029, 9.5311, 4.7405, -0.0021, -0.0001, 0.0043
Si, 9.5629, 9.5658, 4.7839, 0.0055, -0.0042, -0.0038
Si, 2.6231, -0.0573, 5.9201, -0.0069, -0.0067, -0.0278
Si, 8.2173, -0.0211, 6.2058, 0.0027, 0.0046, -0.0022
Si, -0.0759, 2.7018, 6.2151, -0.0006, 0.0045, -0.0012
Si, 5.4967, 2.5863, 6.2886, -0.0096, -0.0021, -0.0046
Si, 2.7419, 5.5208, 6.2814, 0.0149, 0.0187, -0.0027
Si, 8.1524, 5.4247, 6.1149, 0.0009, -0.0145, 0.0014
Si, -0.0499, 8.169, 6.167, -0.0063, -0.0066, -0.0139
Si, 5.4728, 8.1253, 6.0692, 0.0105, 0.0082, -0.0121
Si, 3.7175, 1.3415, 7.4123, -0.0244, 0.0445, -0.0063
Si, 9.7409, 1.1201, 7.6213, -0.0074, 0.0115, 0.0306
Si, 1.6456, 3.7706, 7.4223, 0.0134, -0.0291, -0.0027
Si, 6.7143, 4.2035, 7.5246, 0.0543, 0.0284, 0.0589
Si, 4.5193, 6.5451, 7.5584, -0.0751, -0.0572, 0.0445
Si, 9.2719, 7.022, 7.4282, 0.0034, -0.0034, 0.0188
Si, 1.0985, 9.8415, 7.3282, 0.0124, 0.008, 0.0292
Si, 7.0278, 9.2431, 7.3619, -0.0051, -0.0003, 0.0178
O, 1.2728, 4.0818, 24.0351, -0.0001, -0.0059, -0.0021
O, 6.7994, 9.5786, 24.1764, 0.0011, -0.0022, -0.0034
O, 2.9132, 2.7522, 7.2473, 0.0245, -0.0229, 0.0241
O, 8.1573, 8.165, 7.8939, -0.0009, -0.0041, -0.0134
O, 5.5415, 5.3397, 7.9933, 0.0702, 0.0168, -0.0349
O, 0.0279, 0.0122, 7.9649, -0.0128, -0.0003, -0.004
O, 5.3824, 5.4831, 23.0574, 0.0037, -0.003, 0.003
O, 10.5499, 0.4621, 23.0119, -0.0063, 0.0071, -0.0072
O, 2.1611, 9.3768, 8.5349, -0.0048, 0.0036, -0.006
O, 1.4931, 3.7727, 9.0501, -0.0039, -0.0024, -0.0005
O, 9.0356, 1.6927, 8.9406, -0.0421, 0.0177, 0.0172
O, 7.7885, 9.7366, 12.1676, 0.0047, 0.0094, -0.002
O, 3.3685, 0.809, 8.9671, -0.0007, 0.0115, -0.0057
O, 4.378, 7.3825, 9.3238, 0.0002, 0.0065, 0.0082
O, 7.6572, 3.6744, 8.7153, -0.019, -0.0265, 0.0048
O, 9.8762, 6.4216, 8.836, -0.002, 0.0018, -0.0067
O, 3.3665, 2.4327, 23.0895, 0.0018, -0.0003, 0.0011
O, 4.675, 0.1548, 23.4535, 0.0016, 0.0008, -0.0002
O, 9.2243, 2.442, 23.9466, -0.0227, 0.0105, -0.0015
O, 9.8337, 5.5475, 23.5112, 0.0015, 0.0005, 0.005
O, 19.9033, 8.1008, 23.4834, -0.0014, 0.0001, 0
O, 3.3321, 7.9532, 23.265, 0.0013, -0.0011, -0.0024
O, 7.0143, 3.9855, 24.3247, 0.0047, -0.0059, 0.0233
O, 1.3411, 9.6181, 24.0595, -0.0026, 0.0013, -0.0178
Si, 3.9574, 6.4254, 10.7732, 0.0022, 0.0313, -0.0192
Si, 9.3387, 4.1415, 14.5949, 0.005, -0.0029, 0.004
Si, 7.4998, 8.1718, 11.9127, -0.0041, 0.0008, -0.0011
Si, 4.2329, 1.242, 22.3217, 0.0008, -0.0006, -0.0002
Si, 17.3531, 3.7175, 14.1578, 0.0104, 0.0041, 0.029
Si, 2.7614, -0.5002, 20.1008, 0.0011, -0.0002, 0.0005
Si, 7.2259, 4.1087, 19.4059, -0.0004, 0.0013, 0.0017
Si, 14.0999, 6.5656, 16.4323, -0.0002, 0.0012, -0.0005
Si, 2.2527, 4.0507, 10.4729, 0.001, 0.0158, -0.0052
Si, 5.7936, 16.1279, 16.6643, 0.0005, 0.0031, 0.0033
Si, 3.8408, 9.6803, 17.2395, -0.0012, -0.0006, 0
Si, 10.4671, 4.2289, 11.6636, -0.0024, 0.0046, -0.0028
Si, 11.0052, 6.4337, 16.0881, 0.0019, 0.002, 0.0001
Si, 8.1667, 1.4767, 14.608, 0.012, -0.0067, 0.0118
Si, 2.7782, 10.3873, 9.6803, 0.0004, -0.0143, 0.0067
Si, 9.1504, 6.7478, 22.5973, 0.0004, -0.0007, -0.0016
Si, 11.203, -1.2734, 11.2107, 0.0024, -0.0027, 0.0018
Si, 3.6267, -3.286, 13.7279, -0.0001, -0.0001, -0.0056
Si, 5.2638, 8.8092, 9.8628, -0.0196, -0.0213, 0.0013
Si, 9.5984, 1.7341, 22.5479, -0.0042, 0.0067, 0.0086
Si, 11.9954, -0.4892, 16.5631, -0.0003, -0.0004, -0.0021
Si, 8.0537, 2.645, 10.0698, 0.0084, 0.0054, -0.07
Si, -0.339, 8.1868, 18.4051, 0.003, -0.0007, -0.0018
Si, 11.7853, -2.1102, 14.1609, 0.0004, 0.0001, -0.0001
Si, 5.2316, 3.8828, 11.3454, -0.0064, 0.0246, -0.025
Si, 6.0565, 6.0411, 21.6726, 0.0005, -0.0005, -0.0019
Si, 6.5153, 7.6754, 14.6833, -0.0009, 0.0017, -0.0031
Si, 11.6, 6.4608, 20.6689, 0.0015, -0.0004, -0.0004
Si, 11.1275, 1.0234, 18.7899, -0.0008, -0.0017, -0.0025
Si, 14.2648, 7.651, 21.652, 0.0003, -0.0006, 0.0018
Si, 7.0035, 1.319, 20.7404, -0.0026, 0.0017, -0.0007
Si, 10.0292, 7.0124, 10.3564, 0.0026, 0.0005, -0.0009
Si, -0.603, 3.6406, 20.1509, 0.0013, 0.0007, -0.0022
Si, 8.4976, -0.7144, 19.0973, -0.0021, -0.001, -0.0212
Si, 6.9175, 10.1229, 16.38, 0.0231, 0.0067, 0.0132
Si, 8.6389, 0.1769, 11.9113, -0.0023, 0.0043, -0.0037
O, 13.4073, 8.7652, 13.9585, 0.0006, 0.0002, 0.0005
O, 7.7272, -1.0854, 17.7401, -0.0029, 0.0101, -0.0041
O, 6.0908, 8.1505, 11.0623, 0.0114, 0.0017, 0.003
O, 1.6342, 10.494, 10.8353, -0.002, 0.0011, -0.0009
O, 5.2364, -5.4697, 10.8721, 0.0156, -0.0648, 0.0286
O, 10.0853, 7.1217, 17.2688, 0.0011, 0.0006, 0.0004
O, 6.2943, 4.9181, 20.5017, 0.0005, -0.0005, -0.0007
O, 6.8375, 13.1029, 13.9532, -0.0068, 0.0096, -0.0067
O, 3.6209, 7.2359, 12.138, 0.0009, 0.0006, 0.0039
O, 2.5978, 5.6696, 10.3391, 0.0013, -0.016, 0.0066
O, 7.8097, 4.6196, 14.1804, -0.0011, -0.0048, -0.0013
O, 11.4874, -1.6452, 17.6021, 0, -0.0006, 0.0006
O, 10.2317, 4.0767, 13.2575, -0.0001, -0.0008, -0.0003
O, 0.7225, 7.4135, 19.3591, -0.0007, 0.0002, -0.0006
O, 6.9999, 2.4821, 19.5703, 0.001, -0.0005, 0.0012
O, 12.5278, 6.1387, 16.694, 0.0009, 0.0005, 0.0002
O, 17.3199, 6.4928, 15.8168, 0.0006, -0.0008, -0.001
O, 13.0746, 6.538, 21.3873, 0, 0.0006, -0.0008
O, 3.3038, 0.6045, 21.1614, -0.0002, -0.0001, -0.0013
O, 1.0745, 3.651, 11.5173, 0.0061, -0.0041, 0.0015
O, 7.2723, -0.1796, 20.0806, 0.0024, -0.0022, -0.0042
O, 8.1954, 1.3535, 21.8452, 0.0035, 0.0006, 0.0032
O, -1.5456, 8.8442, 19.3213, -0.0037, 0.0076, -0.003
O, 2.8106, 8.9959, 20.8743, -0.0004, 0.0007, -0.0014
O, 12.2378, 0.1424, 19.6532, -0.0004, 0, -0.0005
O, 6.1108, 9.5831, 8.7309, 0.0103, 0.0007, -0.0094
O, 8.5935, 7.4578, 10.9718, -0.0014, -0.0003, -0.0002
O, 8.9802, 0.7046, 13.4321, -0.0072, -0.0045, -0.0108
O, 7.5675, 11.4832, 15.7924, -0.0099, -0.0206, 0.006
O, 6.4727, 3.1224, 10.7177, -0.0604, -0.014, 0.0068
O, 2.68, -0.4457, 16.4346, 0.0012, 0.0003, -0.0002
O, 3.6962, 14.2874, 10.8857, 0.0339, -0.0051, 0.0152
O, -6.6805, 5.5628, 17.1464, 0.0012, -0.0004, -0.0006
O, 11.1893, 7.4545, 14.8152, 0.0006, -0.0008, 0.0005
O, 4.0723, 9.7247, 10.4286, 0.0009, 0.0101, 0.0007
O, 3.5341, 8.0717, 17.0123, 0.0019, 0.0004, 0
O, 10.1462, 5.1195, 15.6353, -0.001, -0.0029, -0.0019
O, 10.3208, 2.8138, 21.57, 0.0005, -0.0037, 0.0043
O, 5.3322, 14.9772, 12.9878, 0.0172, -0.0226, -0.0512
O, 4.8638, 7.1356, 21.213, 0.001, -0.0002, -0.0002
O, 11.055, 2.6225, 19.0944, -0.0008, -0.0008, 0.0016
O, 9.1467, 2.6394, 15.2505, -0.0037, -0.0017, -0.0051
O, 3.7262, -0.7614, 18.8002, 0.0006, 0.0001, -0.0018
O, 5.6225, 1.6385, 21.5564, 0.0021, -0.0004, -0.002
O, 5.3063, 10.129, 16.678, 0.0093, 0.0028, -0.0019
O, 7.8432, 1.2362, 11.0194, 0.0271, 0.0458, 0.0069
O, 9.6082, 0.4837, 19.0868, -0.0058, -0.0086, -0.0017
O, 17.6828, 4.7135, 17.9393, 0.0004, 0.0002, -0.0019
O, 7.6255, 6.494, 22.0057, 0.0001, 0.0009, -0.0008
O, -5.8661, -2.6867, 14.1533, 0.0026, 0.0001, 0.0014
O, 7.3308, -3.6179, 13.3012, 0.0002, -0.0007, 0.0011
O, 11.4023, -0.8172, 15.0864, 0.0016, -0.0001, 0.0016
O, 10.3042, 7.0369, 21.4931, 0.0005, -0.0003, 0
O, 9.2605, 3.5291, 10.8425, -0.0066, -0.0073, 0.0044
O, 8.8595, -6.6904, 19.6824, 0.0009, -0.0007, 0.0014
O, 0.5245, 11.8533, 17.1872, 0.0002, 0.0004, 0.0019
O, 16.6382, 3.9458, 15.6145, 0.0041, -0.0045, -0.0157
O, 11.1401, -1.8973, 12.7088, -0.0009, 0.0005, -0.0021
O, 11.3425, 4.9003, 20.3084, -0.0004, -0.002, -0.0003
O, 0.0553, 8.3424, 10.2547, -0.0008, 0.0003, -0.0014
O, 10.6147, 5.8228, 11.2805, -0.0019, -0.004, 0.0005
O, 10.0113, -0.197, 11.1112, -0.0063, 0.0038, -0.0006
O, 14.2836, 6.4346, 14.7885, 0.0013, -0.0007, 0.0005
O, 7.2937, 8.9144, 15.3669, 0.0004, 0.0124, 0.0081

Results
free energy: -133958.157 eV
free energy less fixed offsets of O -568.88, Si -635.61 eV per atom: 3.803 eV

The program warned: the cutoff lies below the one the program advises for these potential files; the forces do not sum to zero within the program's tolerance; the exchange-correlation potential is rough where the density is thin.
